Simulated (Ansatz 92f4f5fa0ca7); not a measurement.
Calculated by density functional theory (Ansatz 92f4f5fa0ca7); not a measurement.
Periodic cell of 224 atoms, Si128O64H32, with a vacuum gap, from a study of silicon, its oxide and their interface. The atomic structure is a simulated model.

Settings
functional: r2SCAN
potential files: Ansatz PAW
basis: plane waves
wave-function cutoff: 800 eV
density cutoff ratio: 5
exchange-correlation grid ratio: 1
k mesh: 1 x 1 x 1, shifted by 0.5 0.5 0 of a step
self-consistency stop: 1e-11 eV per atom in the density residual
occupations: fixed
spin: none
net charge: 0
applied field: sawtooth along c, amplitude -0.015 V/angstrom in the program's sign convention, ramp centred at 0.9881 of c and 0.0237 of c wide, no dipole correction

Cell vectors (angstrom)
a  10.88  0  0
b  0  10.88  0
c  0  0  42.1556

Atoms: element, x, y, z (angstrom)
Si  2.4124  -2.6231  27.1692
Si  5.0661  0.0072  27.2139
Si  2.8807  2.1911  27.2217
Si  5.6759  -5.8823  27.1927
Si  -2.5673  -3.2409  27.0821
Si  0.2294  -0.4079  27.1105
Si  7.874  2.8117  27.1735
Si  -0.3627  -5.4592  27.0594
Si  3.9493  -1.5342  28.5557
Si  6.7118  1.1769  28.4146
Si  4.0421  -7.041  28.4277
Si  6.792  -4.3205  28.5113
Si  -1.4112  -1.5959  28.3374
Si  1.324  1.0861  28.5477
Si  9.4293  3.9215  28.5039
Si  1.2459  -4.2862  28.3577
Si  2.6363  -0.2234  29.9654
Si  5.3784  2.506  29.8468
Si  2.6396  -5.6477  29.7152
Si  5.3748  -2.9361  29.7843
Si  8.0976  -0.2245  29.7082
Si  10.8102  2.5112  29.7824
Si  8.1097  5.2383  29.9217
Si  -0.0838  -2.937  29.787
Si  1.2554  -1.6114  31.2115
Si  4.0266  1.1619  31.2254
Si  1.3006  -7.0014  31.1213
Si  3.9988  -4.3056  31.1157
Si  6.7429  -1.5622  31.1187
Si  9.4401  1.1339  31.1103
Si  6.7284  3.8588  31.209
Si  9.4722  -4.266  31.2092
Si  1.337  -1.3744  8.2869
Si  4.0702  1.3657  8.2776
Si  1.3844  4.0804  8.2665
Si  4.0901  -4.0798  8.3098
Si  6.8038  -1.3663  8.2876
Si  -1.365  1.3437  8.2904
Si  6.7921  4.0883  8.2891
Si  -1.347  -4.0501  8.2671
Si  2.7055  -0.0132  9.6039
Si  5.4267  2.721  9.6451
Si  2.7194  5.4368  9.658
Si  5.448  -2.7059  9.6627
Si  -2.7186  -0.0258  9.6638
Si  0.031  2.708  9.5928
Si  8.1684  5.481  9.5916
Si  -0.0129  -2.7151  9.6871
Si  1.3513  1.3218  10.9572
Si  4.0682  4.0717  11.0153
Si  1.3678  -4.0808  11.0296
Si  4.0549  -1.3327  10.9891
Si  -4.0978  1.3412  10.9853
Si  -1.3157  4.1198  10.8731
Si  6.8427  -4.0574  10.9925
Si  -1.375  -1.3645  11.0748
Si  -0.0065  0.0133  12.3963
Si  2.7103  2.6616  12.323
Si  0.0013  -5.4596  12.3441
Si  2.7153  -2.71  12.3827
Si  5.4018  0.0344  12.3815
Si  -2.6787  2.7552  12.1736
Si  5.4609  5.4445  12.3112
Si  -2.7261  -2.7065  12.4661
Si  1.5859  -1.1228  13.706
Si  3.8128  1.1418  13.7465
Si  1.1224  3.7715  13.5929
Si  4.3557  -3.8498  13.6186
Si  6.4798  -1.562  13.6936
Si  -1.1906  1.6679  13.5824
Si  -3.8026  4.266  13.5196
Si  -1.5941  -4.3771  13.6861
Si  -0.0754  -1.416  16.3026
Si  5.0331  -2.7247  20.2739
Si  5.7571  -5.4815  20.1304
Si  7.091  2.905  20.4302
Si  9.2122  0.9551  25.1109
Si  3.9935  -4.7442  22.1445
Si  8.8293  1.3615  22.0522
Si  1.5605  -6.8531  25.1014
Si  0.5734  1.4732  17.3868
Si  6.422  -0.6282  22.2037
Si  0.0206  2.5317  20.0854
Si  -0.1042  -4.1932  16.4704
Si  6.8221  3.5776  16.5081
Si  4.4514  1.499  21.3077
Si  4.4238  -0.2466  18.8671
Si  -1.1274  3.9323  17.6882
Si  7.0939  1.0603  18.0892
Si  2.564  -5.3301  15.7057
Si  4.2894  4.2858  17.8207
Si  3.4681  1.5583  16.7106
Si  6.9578  -1.2919  25.1415
Si  3.7718  -4.545  25.1728
Si  -2.5845  -0.149  15.6718
Si  2.1823  3.5731  22.1343
Si  2.6546  -2.9632  32.5182
Si  5.3952  -0.2234  32.5255
Si  2.6434  -8.3473  32.5237
Si  5.3519  -5.6442  32.5139
Si  8.0826  -2.9073  32.5203
Si  10.7831  -0.2071  32.5135
Si  8.1025  2.4813  32.5142
Si  -0.0454  -5.6572  32.5188
Si  4.0167  -1.5884  33.8663
Si  6.7473  1.1372  33.8807
Si  4.0057  -7.0003  33.8776
Si  6.7192  -4.2818  33.8667
Si  9.4344  -1.5535  33.8801
Si  1.2787  1.1534  33.8631
Si  -1.4186  -7.0252  33.8634
Si  1.3061  -4.3101  33.8858
Si  2.6474  -0.2159  35.2085
Si  5.3789  2.5119  35.2086
Si  2.6607  -5.6572  35.2448
Si  5.3666  -2.9366  35.2436
Si  8.0893  -0.2104  35.25
Si  -0.0691  2.5049  35.2383
Si  8.091  -5.6549  35.2079
Si  10.8082  -2.928  35.2032
Si  -0.008  -0.0072  6.9197
Si  2.7291  2.722  6.903
Si  0.0068  -5.4387  6.9358
Si  2.719  -2.7295  6.9534
Si  5.4396  0.0001  6.9437
Si  8.1574  2.7193  6.9485
Si  5.4369  5.4444  6.9265
Si  8.1603  -2.7108  6.9094
O  3.2068  -3.2122  25.8732
O  8.6881  2.2818  25.8611
O  2.7445  -0.0428  14.0707
O  7.8452  0.0772  21.8138
O  4.3026  -1.839  19.1316
O  -2.0684  1.1632  14.8732
O  8.1277  5.4078  13.9958
O  2.0473  2.7455  25.9418
O  6.5852  -1.4399  23.5879
O  3.983  1.1103  26.6576
O  5.3751  -5.4822  21.7101
O  5.4125  -2.7169  14.1674
O  2.6703  -5.7043  25.2436
O  -0.4452  5.3749  17.355
O  0.1172  -0.0603  17.1534
O  6.6803  3.5264  14.9096
O  3.3238  2.4047  22.0411
O  3.7198  0.142  17.467
O  1.3286  -1.5215  26.6032
O  4.1921  1.6848  15.2579
O  -0.8161  1.487  21.0108
O  0.191  -6.2445  25.7238
O  7.9328  2.7009  21.7952
O  4.4752  -6.0967  19.3378
O  7.5327  -2.6727  25.7548
O  3.7778  -4.6375  14.9174
O  -0.0537  2.7386  14.0991
O  1.945  4.2932  14.9039
O  6.4732  2.0806  17.01
O  0.827  1.6644  18.9756
O  -0.4748  2.6354  16.9495
O  3.8751  -3.4362  21.1794
O  4.1012  -4.1991  23.6458
O  6.7595  -6.9859  26.6394
O  8.1462  0.1717  17.2545
O  1.0602  -1.6098  15.169
O  5.6847  4.5837  17.0582
O  1.0787  3.3366  20.9907
O  5.1075  -5.0796  25.8929
O  5.6386  -0.8134  25.9296
O  1.4032  -4.268  15.927
O  -1.4714  -1.2902  15.4963
O  9.4129  -4.347  26.5543
O  -0.9103  3.6252  19.2842
O  1.8827  1.7102  16.486
O  5.953  -3.9334  19.6662
O  3.0784  5.0881  17.1514
O  5.9971  0.0993  18.7426
O  9.4261  1.2969  23.5502
O  6.9349  -0.7527  15.0485
O  7.0607  -6.4245  19.9429
O  5.9975  -1.7286  21.1073
O  2.7945  -5.8123  21.9742
O  -0.1675  -2.7507  17.2322
O  1.4218  3.5456  23.569
O  -2.6374  4.0408  17.1199
O  5.2524  0.5079  22.3298
O  -0.3062  0.3929  25.7802
O  8.0919  -0.1724  25.3127
O  5.5511  2.4831  20.6503
O  7.7427  1.9396  19.2858
O  3.8072  0.5882  20.123
O  3.9411  2.7124  17.7455
O  -1.0585  -4.0493  15.1799
H  1.8254  -1.0375  36.141
H  3.4714  0.6037  36.141
H  4.5581  1.689  36.141
H  6.1973  3.337  36.141
H  1.8362  -6.4762  36.1772
H  3.4807  -4.8335  36.1772
H  6.1883  -2.1147  36.1761
H  4.5474  -3.761  36.1761
H  8.9116  0.6109  36.1825
H  7.2685  -1.0331  36.1825
H  -0.8923  1.6845  36.1707
H  0.7536  3.3259  36.1707
H  7.2662  -6.4737  36.1404
H  8.9093  -4.8297  36.1404
H  11.6319  -2.1081  36.1357
H  9.9859  -3.7493  36.1357
H  -0.8317  -0.8271  5.9872
H  0.8141  0.8144  5.9872
H  1.9052  1.9023  5.9706
H  3.5499  3.5448  5.9706
H  0.8314  -4.6196  6.0034
H  -0.8158  -6.2596  6.0034
H  1.8991  -3.5531  6.0209
H  3.5382  -1.9051  6.0209
H  4.6179  -0.8218  6.0113
H  6.2605  0.8228  6.0113
H  7.3351  1.898  6.0161
H  8.9806  3.5397  6.0161
H  4.6185  4.6192  5.994
H  6.2617  6.2631  5.994
H  8.9826  -1.8896  5.977
H  7.3419  -3.5361  5.977

Results
free energy: -118879.763 eV
free energy less fixed offsets of H -15.71, O -570.45, Si -639.56 eV per atom: -4.563 eV

Forces (eV/angstrom), in the order of the atoms: element, x, y, z
Si  -0.0023  -0.0049  -0.0144
Si  0.0035  -0.0017  -0.012
Si  -0.0071  0.0112  -0.012
Si  -0.0095  0.0069  -0.0116
Si  -0.0084  0.0099  -0.0128
Si  -0.0085  0.0054  -0.0115
Si  0.0013  -0.0061  -0.0142
Si  0.0089  -0.0092  -0.0147
Si  0.001  -0.0002  -0.004
Si  -0.0013  -0.0011  0.0014
Si  0.0028  0.0024  0.0008
Si  -0.002  0.0003  0.0042
Si  0.0061  0.0018  0.0007
Si  0.002  -0.0043  -0.0025
Si  -0.0043  0.001  0.0041
Si  -0.0007  0.0023  -0.0039
Si  0.0006  0.0021  -0.0193
Si  0.0058  -0.0011  -0.0152
Si  0.005  -0.002  -0.0075
Si  0.0078  -0.0015  -0.0174
Si  0.0037  -0.003  -0.0092
Si  0.0087  0.0002  -0.0169
Si  0.0034  0.0019  -0.0089
Si  0.002  -0.0022  -0.0159
Si  -0.0015  0  0.011
Si  0.0024  0.001  0.0114
Si  0.0007  -0.0005  0.0126
Si  0.0015  -0.0024  0.0108
Si  -0.0005  -0.0016  0.0114
Si  0.0009  -0.0054  0.0119
Si  0.0003  -0.0072  0.0114
Si  0.0004  0.003  0.0102
Si  -0.0076  -0.0127  -0.1826
Si  0.0076  0.0014  -0.1849
Si  0.013  0.0088  -0.1864
Si  0.0037  -0.0065  -0.1795
Si  0.008  0.0023  -0.1875
Si  -0.0091  -0.0169  -0.1812
Si  -0.0042  -0.0018  -0.1759
Si  0.0106  0.0112  -0.1853
Si  0.001  -0.0016  -0.017
Si  0.0013  -0.0021  -0.0207
Si  -0.0043  -0.0052  -0.0229
Si  -0.0026  0.0005  -0.02
Si  -0.0018  0.0038  -0.0222
Si  -0.0015  0.0014  -0.0189
Si  -0.0007  -0.0054  -0.0123
Si  -0.0007  -0.0032  -0.0223
Si  0.0023  0.0019  -0.0094
Si  -0.0055  0.0003  -0.0102
Si  0.0008  -0.0016  -0.0124
Si  -0.005  0.0044  -0.0021
Si  -0.0062  0.0003  -0.0092
Si  -0.0047  -0.0002  -0.0064
Si  0.0029  -0.0046  -0.0032
Si  -0.0069  -0.0005  -0.0087
Si  0.0046  0.0083  0.0184
Si  -0.0055  -0.0012  0.0136
Si  0.0003  -0.0076  0.0108
Si  0.0072  0.0068  0.0188
Si  -0.0054  -0.0058  0.0182
Si  0.0033  0.0067  0.0111
Si  0.0055  0.0078  0.0179
Si  -0.0013  0.0007  0.0137
Si  0.0106  -0.0004  -0.0256
Si  -0.0058  -0.0133  -0.0445
Si  0.0012  -0.0018  -0.0234
Si  -0.0013  0.0027  -0.0208
Si  0.0004  -0.0089  -0.022
Si  -0.0026  0.0093  -0.0284
Si  0.0062  0.008  -0.0263
Si  -0.0026  -0.0133  -0.0279
Si  0.0017  -0.0063  -0.0329
Si  -0.0029  -0.0032  -0.0402
Si  -0.0021  -0.0044  -0.0467
Si  0.0025  -0.0011  -0.0455
Si  -0.0104  0.001  -0.0507
Si  0.0081  -0.0087  -0.0548
Si  -0.0025  0.0089  -0.056
Si  0.0123  0.0029  -0.0524
Si  0.0052  -0.007  -0.0455
Si  -0.0125  0.0133  -0.0519
Si  -0.0035  -0.0016  -0.0526
Si  -0.0015  0.0059  -0.0417
Si  0.0011  0.0038  -0.0257
Si  0.0047  -0.0017  -0.043
Si  -0.0029  0.0139  -0.0476
Si  0.0016  0.0093  -0.0442
Si  0.0062  -0.0043  -0.0517
Si  0.0009  0.0073  -0.0496
Si  -0.0057  -0.0006  -0.0478
Si  0.0127  0.0068  -0.0489
Si  -0.005  0.0047  -0.0518
Si  -0.0076  -0.0088  -0.0525
Si  -0.0023  0.0038  -0.0427
Si  0  0.0008  -0.0492
Si  0.0036  0.0018  0.0257
Si  0.0065  -0.0056  0.024
Si  -0.0035  -0.0029  0.0248
Si  -0.0037  -0.0011  0.0262
Si  -0.0007  -0.0046  0.0241
Si  0.0042  -0.0093  0.0271
Si  -0.0005  0.0092  0.0285
Si  0.0021  -0.0002  0.0232
Si  0.0057  0.0109  0.1756
Si  -0.0151  -0.0071  0.1762
Si  0.0102  -0.0146  0.1784
Si  0.0143  -0.0031  0.1742
Si  -0.0055  -0.0199  0.1796
Si  0.0114  0.0006  0.178
Si  0.0154  0.0146  0.1772
Si  -0.0053  0.0042  0.1714
Si  0.0265  0.0076  0.2311
Si  -0.0315  -0.0279  0.3254
Si  -0.0469  0.021  0.4195
Si  0.0173  0.0058  0.2741
Si  0.0081  -0.0075  0.4008
Si  0.0036  0.005  0.2773
Si  -0.0082  0.0137  0.2229
Si  0.0266  -0.0335  0.332
Si  -0.0449  -0.052  -0.2841
Si  0.0426  0.0412  -0.3592
Si  0.0431  0.0704  -0.3701
Si  -0.0538  -0.0368  -0.3105
Si  0.0359  0.0284  -0.3448
Si  -0.0389  -0.0362  -0.3259
Si  -0.0127  -0.0118  -0.2578
Si  0.042  0.0348  -0.3175
O  -0.0125  0.0127  0.0281
O  -0.0017  0.0072  0.0241
O  -0.003  0.0048  0.0113
O  0.0003  -0.0031  0.0215
O  0.0046  -0.0087  0.0219
O  -0.0104  -0.0093  0.0262
O  -0.0016  0.0018  0.0073
O  0.0085  -0.0085  0.0256
O  0.0058  -0.0101  0.0449
O  -0.0005  -0.0022  0.0115
O  -0.0083  0.0039  0.0264
O  0.0007  -0.0028  0.0148
O  -0.0018  -0.0004  0.0197
O  -0.0031  -0.0163  0.0181
O  -0.0045  0.0093  0.0199
O  0.0054  -0.0018  0.0467
O  -0.0111  0.0099  0.0152
O  0.0048  -0.0101  0.0277
O  0.0009  0  0.0147
O  -0.0046  0.0023  0.0341
O  -0.0114  -0.0112  0.024
O  -0.0162  0.006  0.0258
O  0.0046  -0.0102  0.0217
O  0.0114  0.0105  0.0304
O  0.0079  -0.0053  0.0239
O  -0.005  -0.0034  0.0173
O  0.0018  -0.0048  0.004
O  0.0064  0.0041  0.0221
O  0.0023  -0.0085  0.0241
O  -0.0047  0.0109  0.0322
O  0.0043  0.0002  0.0134
O  -0.0125  -0.0081  0.0227
O  0.0008  -0.0025  0.0449
O  0.0032  0.0004  0.01
O  -0.0015  0.0082  0.0293
O  -0.0071  -0.0099  0.0231
O  -0.0033  -0.002  0.0187
O  0.0184  0.0101  0.029
O  0.0064  -0.006  0.0263
O  -0.0156  0.003  0.0264
O  -0.0068  0.0039  0.0127
O  0.0051  0.0052  0.0212
O  0.0008  -0.0003  0.0093
O  0.0026  -0.0051  0.0319
O  0.0012  0.0037  0.0135
O  -0.005  0.0035  0.0124
O  0.0085  -0.0077  0.027
O  -0.0114  -0.0099  0.0232
O  0.0088  -0.004  0.0466
O  0.0124  0.0084  0.0231
O  -0.0009  0.0004  0.0198
O  0.0102  0.0071  0.0199
O  0.0016  -0.0007  0.0232
O  0.0006  -0.0002  0.0128
O  -0.008  0.0049  0.0473
O  0.0087  -0.0027  0.0156
O  0.0052  -0.0016  0.0133
O  0.0088  -0.0123  0.0304
O  -0.0047  -0.0008  0.0131
O  -0.0047  -0.0089  0.0141
O  -0.0089  0.0112  0.0339
O  0.0012  0.0063  0.03
O  -0.0027  0.0026  0.0167
O  0.0053  -0.0042  0.0271
H  0.3076  0.3092  -0.2593
H  -0.2874  -0.28  -0.2651
H  0.2865  0.2884  -0.2515
H  -0.3124  -0.3191  -0.253
H  0.3126  0.2843  -0.2552
H  -0.3147  -0.3189  -0.2554
H  -0.2981  -0.2877  -0.2755
H  0.3119  0.3129  -0.2706
H  -0.3081  -0.309  -0.2534
H  0.2913  0.3029  -0.2618
H  0.302  0.3054  -0.2738
H  -0.2916  -0.2975  -0.2748
H  0.3169  0.3085  -0.2598
H  -0.2875  -0.304  -0.2649
H  -0.3154  -0.3086  -0.2487
H  0.2973  0.3046  -0.2517
H  0.3279  0.3234  0.2615
H  -0.2692  -0.2735  0.302
H  0.2655  0.2871  0.2816
H  -0.2873  -0.3453  0.2519
H  -0.3145  -0.3289  0.2347
H  0.274  0.2966  0.2764
H  0.3496  0.2845  0.2595
H  -0.2954  -0.2737  0.2827
H  0.2964  0.2827  0.2674
H  -0.3034  -0.312  0.2555
H  0.2955  0.3178  0.2599
H  -0.2765  -0.2977  0.2816
H  0.2809  0.3345  0.2856
H  -0.295  -0.2828  0.2902
H  -0.366  -0.2825  0.2566
H  0.3008  0.2732  0.2825

The program warned: the cutoff lies below the one the program advises for these potential files; the forces do not sum to zero within the program's tolerance; empty levels may hold ghost states of the PAW files; the exchange-correlation potential is rough where the density is thin.
